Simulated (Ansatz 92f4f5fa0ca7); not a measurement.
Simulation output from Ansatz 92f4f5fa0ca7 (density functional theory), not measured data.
Periodic cell of 215 atoms, Si132O82B1, from a study of silicon, its oxide and their interface. The atomic structure is a simulated model.
Doubt: the cutoff is far below the 930 eV that the study's wrapper takes by default for these files, so forces and energies are approximate.
This geometry differs little from another in the collection (a relaxation step or a small displacement).

Settings
functional: PBE
potential files: Ansatz PAW
basis: plane waves
wave-function cutoff: 580 eV
density cutoff ratio: 5
exchange-correlation grid ratio: 1
k mesh: 1 x 1 x 1, Gamma-centred
self-consistency stop: 5e-08 eV per atom in the density residual
occupations: fixed
spin: none
net charge: -1 e, with a uniform compensating background and no finite-size correction

Cell vectors (angstrom)
a, 10.938, 0, 0
b, 0, 10.938, 0
c, 0, 0, 31.5432

Atoms: element, x, y, z (angstrom)
Si, 10.4371, 0.5711, 24.3635
Si, 6.0448, 10.4966, 24.1683
Si, 2.1336, 3.2438, 24.1045
Si, 8.7061, 2.2532, 24.3257
Si, 0.5049, 5.047, 24.1834
Si, 5.0551, 5.8903, 24.2153
Si, 3.3994, 7.6446, 24.1774
Si, 7.8302, 8.8222, 24.0178
Si, 1.3437, 1.4783, 25.4799
Si, 6.9212, 1.297, 25.5157
Si, 4.029, 4.0987, 25.3474
Si, 9.6703, 4.0921, 25.4408
Si, 1.4997, 6.8113, 25.3851
Si, 6.8979, 6.9428, 25.2703
Si, 4.2324, 9.5268, 25.3633
Si, 9.5285, 9.6381, 25.4581
Si, 2.7837, 0.0021, 26.6654
Si, 8.2238, -0.0288, 26.9677
Si, 0.0175, 2.7688, 26.9447
Si, 5.4538, 2.7323, 26.6863
Si, 2.7611, 5.438, 26.8607
Si, 8.2329, 5.5176, 26.6567
Si, 0.0437, 8.2072, 26.6719
Si, 5.5534, 8.1986, 26.825
Si, 4.1158, 1.364, 28.0957
Si, 9.5939, 1.3685, 28.2631
Si, 1.3962, 4.1215, 28.2618
Si, 6.8408, 4.128, 28.0513
Si, 4.1559, 6.8218, 28.1734
Si, 9.6059, 6.8473, 28.0826
Si, 1.3959, 9.5853, 28.069
Si, 6.8508, 9.5392, 28.27
Si, 0.0517, -0.0257, 29.548
Si, 5.4505, 0.0184, 29.5296
Si, 2.7753, 2.7081, 29.5462
Si, 8.1733, 2.7636, 29.5111
Si, -0.0046, 5.5049, 29.5359
Si, 5.514, 5.45, 29.529
Si, 2.7443, 8.2138, 29.4811
Si, 8.2558, 8.1591, 29.5567
Si, 1.398, 1.3542, 30.9217
Si, 6.8198, 1.3814, 30.8951
Si, 4.1344, 4.0878, 30.9085
Si, 9.5528, 4.1205, 30.8705
Si, 1.3779, 6.8626, 30.8879
Si, 6.8712, 6.8036, 30.9267
Si, 4.0923, 9.5749, 30.8741
Si, 9.6066, 9.548, 30.9196
Si, 2.7481, -0.0272, 0.7427
Si, 8.1804, -0.0236, 0.7081
Si, -0.0215, 2.7452, 0.691
Si, 5.4847, 2.7356, 0.761
Si, 2.7482, 5.4827, 0.7098
Si, 8.2233, 5.4295, 0.7638
Si, 0.0121, 8.1769, 0.7635
Si, 5.4673, 8.2136, 0.6991
Si, 4.1214, 1.3382, 2.0966
Si, 9.5298, 1.373, 2.0465
Si, 1.3316, 4.1341, 2.0597
Si, 6.837, 4.0987, 2.148
Si, 4.1333, 6.8383, 2.0883
Si, 9.5582, 6.8181, 2.1335
Si, 1.3831, 9.5449, 2.1096
Si, 6.8462, 9.5224, 2.12
Si, -0.0701, -0.0318, 3.3686
Si, 5.474, -0.0317, 3.5016
Si, 2.7155, 2.7468, 3.3598
Si, 8.195, 2.6923, 3.5113
Si, -0.0198, 5.4612, 3.5274
Si, 5.6189, 5.6309, 3.4891
Si, 2.7614, 8.1891, 3.4975
Si, 8.066, 8.0176, 3.5319
Si, 1.2904, 1.3665, 4.6826
Si, 6.8419, 1.3017, 4.9225
Si, 4.1194, 4.1759, 4.6318
Si, 9.4855, 4.1146, 4.9036
Si, 1.3565, 6.8713, 4.8972
B, 6.844, 6.8018, 4.6538
Si, 4.1653, 9.5033, 4.9035
Si, 9.5139, 9.5072, 4.7382
Si, 2.6498, 0.0164, 6.0951
Si, 8.2203, -0.1418, 6.2699
Si, -0.052, 2.675, 6.1884
Si, 5.3822, 2.7772, 6.0725
Si, 2.75, 5.4311, 6.1321
Si, 7.9665, 5.6122, 5.9731
Si, -0.0051, 8.3027, 6.2355
Si, 5.7174, 7.9838, 5.9506
Si, 3.4703, 1.9414, 7.1497
Si, 10.0227, 0.8341, 7.4442
Si, 1.763, 3.6529, 7.3188
Si, 6.2234, 4.5625, 7.331
Si, 4.6477, 6.3163, 7.1967
Si, 9.1439, 7.1916, 7.2736
Si, 0.901, 10.168, 7.5004
Si, 7.3941, 8.8639, 7.4381
O, 4.5856, 6.6866, 8.819
O, 1.3985, 3.9641, 8.9243
O, 9.6872, 6.49, 8.695
O, 1.2992, 10.1327, 9.1466
O, 6.1199, 4.274, 8.9953
O, 3.6695, 1.6307, 8.7554
O, 7.0593, 8.9498, 9.0899
O, 9.6628, 1.0867, 9.0566
O, 8.2471, 2.5376, 22.7592
O, 11.002, 5.5344, 22.6524
O, 5.6242, 0.0793, 22.6501
O, 5.2948, 5.3908, 22.645
O, 2.1598, 2.802, 22.4911
O, 3.3322, 7.8512, 22.519
O, 8.3812, 8.733, 22.4308
O, -0.1515, 11.2227, 22.7752
Si, 2.1425, 2.9725, 12.8621
Si, 8.6704, 1.3037, 10.3181
Si, 1.0511, 4.4878, 15.3381
Si, 7.5479, 5.5885, 12.1798
Si, 2.4197, 8.1731, 21.2186
Si, 5.4136, 7.7924, 12.4272
Si, 9.2709, 0.4506, 15.4692
Si, 2.9177, -0.052, 16.6523
Si, 10.4489, 1.1637, 12.5784
Si, 7.7654, 2.8235, 21.2492
Si, 9.1291, 8.7737, 14.412
Si, 1.4849, 4.7863, 10.3206
Si, 4.4835, 9.4767, 19.1384
Si, 11.077, 6.0891, 21.1274
Si, 6.6148, 10.4383, 14.8239
Si, 5.3896, 0.7227, 21.1859
Si, 2.3397, 9.8348, 10.373
Si, 0.4327, 10.632, 21.4029
Si, 5.8489, 5.2501, 21.1375
Si, 3.6572, 7.1038, 10.0559
Si, 9.0337, 5.6879, 14.8325
Si, 3.6556, 4.0825, 19.0919
Si, 10.0284, 3.6557, 19.3232
Si, 4.2551, 8.657, 15.3287
Si, 0.4486, 1.9044, 17.1563
Si, 6.7968, 7.5283, 19.2607
Si, 5.2549, 3.6165, 16.7358
Si, 7.7823, 5.0081, 17.5271
Si, 6.6383, 9.923, 10.3205
Si, 4.3643, 1.0834, 10.084
Si, -0.0489, 9.0833, 11.8523
Si, 9.1033, 8.626, 20.9614
Si, 4.5456, 1.6637, 14.5668
Si, 2.4485, 2.0852, 21.0592
Si, 6.3351, 3.3676, 10.3244
Si, 3.4258, 5.9087, 16.7187
Si, 9.8784, 6.538, 10.2972
O, 0.1145, 2.6144, 18.5865
O, 2.9267, 9.6259, 15.5705
O, 10.8576, 4.8028, 20.1435
O, 7.5651, 2.402, 9.9007
O, 10.9425, 5.3669, 10.766
O, 6.5948, 6.745, 12.8431
O, 10.3318, 8.0719, 10.7023
O, 7.6609, 9.4518, 13.9704
O, 8.4363, 6.234, 10.9869
O, 5.3518, 10.4817, 20.0738
O, 2.1668, 3.7591, 11.423
O, 7.9801, 8.5382, 19.7713
O, 6.2069, 6.7276, 20.5584
O, 5.5026, 2.7089, 15.4043
O, 1.306, 0.927, 20.7137
O, 6.0423, 9.0676, 11.597
O, 4.6161, 4.9813, 16.1053
O, 6.5941, 3.8972, 17.6284
O, 10.4903, 10.6596, 11.819
O, 5.5768, 0.4966, 13.982
O, 8.0141, 5.1028, 15.9342
O, 9.754, 9.8154, 15.5172
O, -0.4086, 5.146, 15.1306
O, 1.5731, 6.8274, 20.8078
O, 1.5056, 0.6295, 17.1768
O, 6.5999, 1.759, 20.8188
O, 1.0006, 1.7939, 12.7974
O, 3.2396, 5.492, 18.3148
O, 9.5019, 2.0062, 11.5577
O, 1.0014, 3.0913, 16.183
O, 8.5653, 5.1382, 13.3778
O, 10.2463, 8.5326, 13.2463
O, 1.4508, 9.3952, 21.6794
O, 10.0778, 9.9321, 20.6287
O, 3.1749, 0.2379, 10.8759
O, 5.067, 2.4019, 10.7896
O, 1.7212, 4.1381, 13.9103
O, 7.9128, 10.8506, 10.788
O, 9.131, 4.457, 18.2283
O, 5.6361, 9.4829, 15.7464
O, 5.5138, -0.0028, 9.7301
O, 3.5789, 2.3075, 13.3904
O, 1.972, 5.6309, 16.0418
O, 9.7084, 1.085, 14.0297
O, 4.4098, 6.9364, 11.4846
O, 4.7497, 4.4955, 20.2148
O, 9.9536, 1.3123, 16.6475
O, 6.6843, 4.323, 11.6156
O, 5.5886, 8.3999, 18.5834
O, 9.0714, 2.7326, 20.2734
O, 3.6046, 1.1252, 15.7787
O, 4.2158, 3.0751, 17.9034
O, 9.9218, 7.214, 20.9045
O, 3.3481, 8.6867, 9.8238
O, 3.9281, 7.4155, 16.3476
O, 7.6367, 0.4623, 15.6841
O, 8.923, 7.3022, 15.0371
O, 3.935, 1.4384, 21.1506
O, 1.5792, 9.1632, 11.681
O, 2.3508, 6.1498, 10.1226
O, 7.3493, 6.45, 18.1618
O, 7.2109, 4.3542, 21.1248
O, 4.5403, 8.2332, 13.7636
O, 3.3359, 8.6508, 19.9612
O, 2.4936, 3.2363, 19.878
O, 3.7422, 10.35, 17.9662

Results
free energy: -130700.189 eV
free energy less fixed offsets of B -154.04, O -568.88, Si -635.61 eV per atom: 2.531 eV

Forces (eV/angstrom), in the order of the atoms: element, x, y, z
Si, 0.0019, -0.0024, -0.0039
Si, -0.0018, 0.0008, -0.0043
Si, 0.0009, -0.0021, -0.0041
Si, -0.0011, 0.002, -0.0047
Si, -0.0019, 0.0008, -0.0041
Si, 0.0022, -0.0015, -0.0035
Si, -0.0003, 0.0018, -0.0042
Si, 0.0012, -0.0002, -0.004
Si, -0.0008, -0.0008, -0.0014
Si, -0.0002, 0.0001, -0.0014
Si, 0.0001, 0.0009, -0.0011
Si, -0.0004, -0.0002, -0.0008
Si, 0.0001, 0.0001, -0.0011
Si, -0.0013, -0.0007, -0.0002
Si, 0.0001, -0.0004, -0.0007
Si, 0.0011, 0.0006, -0.0022
Si, 0.0001, 0.0001, 0.0053
Si, 0.0004, 0.0004, -0.011
Si, 0.0006, 0.0008, -0.0109
Si, -0.0006, 0.0007, 0.005
Si, 0.0012, 0.0002, -0.0068
Si, -0.0012, 0.0005, 0.0054
Si, -0.0015, -0.0009, 0.0052
Si, 0.0001, -0.0007, -0.0049
Si, 0.0005, -0.0017, -0.0023
Si, 0.0004, 0.0005, 0.0176
Si, 0.0007, 0.003, 0.0175
Si, 0.0002, 0.0019, -0.005
Si, 0.0037, 0.0003, 0.0055
Si, 0.0012, -0.0012, -0.0026
Si, 0.0019, 0.0003, -0.005
Si, -0.0056, -0.0039, 0.0169
Si, -0.0015, 0.0021, -0.0008
Si, 0.0019, -0.0005, -0.0023
Si, -0.0012, 0.0012, -0.0027
Si, 0.0011, -0.0016, 0.0007
Si, 0.0008, -0.0005, -0.0024
Si, -0.0012, 0.0003, 0.0005
Si, -0.0006, 0.0002, 0.0024
Si, -0.0006, 0.0027, -0.0019
Si, -0.0004, 0.0007, -0.0005
Si, -0.0008, -0.0016, -0.0004
Si, 0.0004, 0.0005, -0.0005
Si, 0.0017, -0.0006, -0.0009
Si, -0.0002, -0.0015, -0.0004
Si, 0, 0.0001, -0.0007
Si, 0.0009, 0.0007, -0.0011
Si, -0.0022, -0.001, -0.0006
Si, 0.0001, -0.0012, 0
Si, 0.0011, 0.0017, 0
Si, -0.0016, 0.0007, -0.0002
Si, 0.001, -0.0003, -0.0004
Si, 0, 0.0002, 0.0001
Si, -0.0007, 0.0002, 0
Si, 0.0005, 0.0018, -0.0004
Si, -0.0004, -0.0001, 0.0009
Si, -0.0004, 0.0004, 0.0003
Si, 0.0019, -0.0031, 0.0019
Si, 0.0021, -0.0035, -0.0004
Si, -0.0025, 0.0042, -0.0005
Si, 0.002, 0.0019, -0.0021
Si, -0.0031, -0.0019, -0.0004
Si, 0.0002, 0.0012, 0.0006
Si, -0.0009, -0.0024, 0.0002
Si, -0.006, -0.0002, -0.0103
Si, 0, -0.0019, 0.0062
Si, 0.0005, 0.0029, -0.0084
Si, -0.0001, -0.0022, 0.0061
Si, -0.0021, -0.0009, 0.0087
Si, -0.013, -0.0204, -0.0154
Si, 0.0018, 0.003, 0.0062
Si, 0.0282, 0.0354, -0.0289
Si, 0.001, -0.0009, 0.0064
Si, 0.0003, 0.0005, -0.0025
Si, 0.0056, 0.0038, 0.0057
Si, 0.0061, -0.0029, -0.0099
Si, -0.0016, 0.0005, -0.0023
B, -0.0255, -0.0054, 0.0824
Si, -0.0054, 0.0049, -0.0089
Si, -0.0041, -0.0033, 0.0054
Si, 0.0016, 0.0014, 0.001
Si, -0.0038, -0.003, -0.0048
Si, -0.003, -0.0021, -0.0006
Si, 0.0038, 0.0047, -0.0004
Si, -0.0011, -0.0015, -0.0032
Si, -0.0109, 0.0148, -0.0048
Si, -0.0006, 0.0007, 0
Si, 0.0222, -0.0151, -0.0208
Si, 0.0018, -0.0072, 0.0037
Si, 0.0007, 0.0026, 0.0071
Si, -0.0004, 0.002, 0.0075
Si, -0.0057, -0.0067, 0.0021
Si, 0.0066, -0.0012, 0.0053
Si, 0.001, -0.0001, 0.0024
Si, 0.003, -0.001, 0.0047
Si, 0.0007, -0.0004, 0.0051
O, 0.0031, -0.0022, -0.0108
O, 0.0007, -0.002, -0.0072
O, -0.0024, 0.0003, -0.0088
O, -0.0028, 0.0008, -0.0058
O, 0.0003, 0.0054, -0.009
O, -0.0023, 0.0027, -0.0045
O, 0.0017, -0.0032, -0.0081
O, 0.0024, -0.0018, -0.0066
O, 0.0015, -0.0013, 0.0051
O, 0.001, -0.0016, 0.005
O, 0.0014, -0.0018, 0.0045
O, -0.0016, 0.001, 0.0043
O, -0.0007, 0.0023, 0.0054
O, 0.0015, -0.0013, 0.0048
O, -0.0022, 0.0004, 0.005
O, -0.0016, 0.0016, 0.0042
Si, 0.0002, -0.0012, 0.0026
Si, -0.0014, 0.0005, 0.0044
Si, -0.0002, 0.0001, 0.0013
Si, -0.0001, 0.0002, 0.0023
Si, -0.0009, 0.0007, -0.0026
Si, 0, 0.0002, 0.0023
Si, -0.0005, -0.0002, 0.0014
Si, -0.0006, 0.0001, -0.0001
Si, 0.0011, -0.0005, 0.0021
Si, -0.0002, 0.0009, -0.0031
Si, -0.001, 0.0006, 0.0013
Si, 0.0011, 0.0021, 0.005
Si, 0, 0.0001, -0.0007
Si, -0.0001, 0.0003, -0.0031
Si, -0.0001, 0.0004, 0.0003
Si, -0.001, 0.0006, -0.0027
Si, 0.0014, -0.0007, 0.0029
Si, 0.001, -0.0007, -0.0017
Si, 0.0004, -0.0002, -0.003
Si, -0.0042, 0.0022, 0.0066
Si, 0.0005, 0.0001, 0.0018
Si, 0, 0.0006, -0.0011
Si, 0.0001, -0.0004, -0.0008
Si, -0.0005, 0.0005, 0.0016
Si, 0.0003, -0.0003, 0
Si, -0.0003, -0.0004, -0.0005
Si, 0, 0.0004, 0.0006
Si, -0.0004, -0.0006, 0.0005
Si, -0.0014, 0.0023, 0.0047
Si, 0.001, -0.0008, 0.0026
Si, -0.0006, 0.0018, 0.0019
Si, 0.0006, -0.0004, -0.0027
Si, 0.0005, -0.0004, 0.0012
Si, 0.001, -0.0006, -0.0031
Si, 0.0006, -0.0032, 0.0059
Si, 0, -0.0002, 0.0002
Si, -0.0004, 0.0009, 0.0055
O, -0.0005, 0.0006, 0.0003
O, 0.0003, -0.0004, 0.0001
O, 0.0005, 0.0015, 0.0011
O, -0.0003, 0.0009, 0.0002
O, 0.0003, 0.0002, -0.0011
O, 0.0001, -0.0003, -0.0007
O, -0.0006, -0.0023, -0.0015
O, 0.0002, -0.0004, -0.0001
O, 0.0018, 0.0006, -0.0017
O, 0.0003, 0.0013, 0.0011
O, -0.0009, 0.002, -0.0028
O, 0.0011, 0.0004, 0.001
O, -0.0004, -0.0008, 0.0007
O, 0, -0.0003, -0.0004
O, -0.0003, -0.0003, 0.0005
O, 0.0009, 0.0011, -0.0018
O, -0.0001, 0, 0
O, 0.0002, 0.0001, -0.0003
O, 0.0006, -0.0013, 0
O, -0.0001, 0.0001, 0
O, 0.0002, 0.0002, -0.0006
O, 0.0001, -0.0002, -0.0006
O, -0.0004, 0.0001, -0.0003
O, -0.0001, 0, 0.0003
O, -0.0001, 0, -0.0001
O, 0.0001, -0.0001, 0.0004
O, -0.0005, 0, -0.0002
O, 0.0001, -0.0003, 0.0002
O, -0.0016, -0.0001, -0.0021
O, 0, 0.0002, -0.0004
O, -0.001, 0.0002, -0.0016
O, 0.0013, 0, -0.0018
O, -0.0001, 0.0002, -0.0001
O, 0.0001, 0, 0.0004
O, 0.0003, 0.0001, -0.0006
O, 0.0006, 0.0008, -0.0003
O, 0.0004, -0.0007, -0.0014
O, -0.0003, -0.0004, -0.0009
O, 0.0006, -0.0004, 0.0003
O, -0.0002, -0.0003, -0.0003
O, 0.0001, -0.0005, 0.0001
O, -0.001, 0.0006, -0.0006
O, -0.0001, -0.0002, -0.0001
O, 0.0008, 0.0004, -0.0019
O, -0.0013, -0.0006, -0.0029
O, 0.0013, 0.0006, 0.0011
O, 0.0001, -0.0001, -0.0006
O, -0.0006, -0.0011, -0.0017
O, 0, 0.0001, 0.0001
O, -0.0013, -0.0003, 0.001
O, 0.0002, 0.0003, -0.0004
O, -0.0003, -0.0001, 0.0003
O, 0.0001, 0, 0.0002
O, 0, -0.0007, -0.0003
O, 0.0002, 0.0004, -0.0005
O, 0, 0, -0.0002
O, 0.0001, 0, -0.0006
O, 0.0002, -0.0001, 0.0003
O, -0.0001, 0.0007, -0.001
O, 0.0011, -0.0009, -0.0006
O, -0.0002, 0.0009, 0.0003
O, 0, -0.0007, 0.0004
O, 0.0007, -0.0006, -0.0018
O, -0.001, -0.0007, 0.0011
O, -0.0005, -0.0012, 0.0012
O, 0.0007, -0.0006, 0.0006

The program warned: the cutoff lies below the one the program advises for these potential files; the forces do not sum to zero within the program's tolerance; the exchange-correlation potential is rough where the density is thin.
